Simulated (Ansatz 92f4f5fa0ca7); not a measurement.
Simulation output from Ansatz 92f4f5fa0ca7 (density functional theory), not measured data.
Periodic cell of 466 atoms, Si304O162, from a study of silicon, its oxide and their interface. The atomic structure is a simulated model.
Doubt: the cutoff is far below the 930 eV that the study's wrapper takes by default for these files, so forces and energies are approximate.
This geometry differs little from another in the collection (a relaxation step or a small displacement).

Settings: functional PBE; potential files Ansatz PAW; basis plane waves; wave-function cutoff 580 eV; density cutoff ratio 5; exchange-correlation grid ratio 1; k mesh 1 x 1 x 1, Gamma-centred; self-consistency stop 5e-08 eV per atom in the density residual; occupations fixed; spin none; net charge 0.

Cell vectors (angstrom)
a 15.4691 0 0
b 0 15.4691 0
c 2.774 -3.0337 34.5888

Atoms and the computed forces on them: element, x, y, z (angstrom), force x, y, z (eV/angstrom)
Si 11.094 -3.038 24.613 0.015 0.003 0.01
Si 11.218 -6.887 24.518 0.002 -0.006 0.002
Si 3.296 -3.118 24.309 -0.038 -0.001 -0.005
Si 3.438 0.844 24.604 0.026 -0.005 0.002
Si 3.479 -10.769 24.592 0.034 0.007 0.038
Si 3.407 -6.816 24.595 0.011 0.005 0.02
Si 6.428 -3.018 24.475 -0.011 -0.014 0.029
Si 5.847 0.81 24.447 -0.032 0 0.022
Si 5.873 -10.625 24.57 -0.031 -0.004 0.024
Si 5.851 -6.942 24.391 -0.003 -0.003 0.006
Si 11.193 0.81 24.361 0.017 -0.006 0.037
Si 11.209 -10.717 24.376 0.003 -0.016 0.01
Si -1.963 -3.103 24.447 -0.005 0.008 -0.006
Si -1.83 0.734 24.285 -0.014 0.015 0.009
Si -1.762 -10.815 24.309 -0.006 0.009 0.047
Si -1.827 -6.98 24.472 -0.009 0.015 0.027
Si 2.84 -1.173 25.672 0.004 0.004 -0.012
Si 2.842 2.777 25.791 0.008 -0.006 -0.013
Si 2.818 -8.811 25.73 0.003 -0.005 -0.007
Si 2.885 -4.91 25.818 0 -0.016 0.003
Si 6.569 -1.046 25.749 0.001 0.011 -0.007
Si 6.565 2.795 25.581 0 -0.003 -0.01
Si 6.525 -8.751 25.781 -0.004 -0.011 -0.009
Si 6.579 -5.037 25.678 -0.007 0.011 -0.004
Si 10.586 -1.045 25.751 -0.007 0.007 -0.009
Si 10.612 2.78 25.586 -0.001 0.001 -0.004
Si 10.635 -8.839 25.727 0.009 0.015 0.021
Si 10.594 -5.002 25.791 -0.004 0.012 0.008
Si -1.25 -1.15 25.633 0.012 -0.019 0.009
Si -1.211 2.693 25.549 -0.01 0.007 -0.01
Si -1.204 -8.912 25.676 0.01 -0.013 -0.014
Si -1.207 -5.006 25.648 0.006 -0.01 0.003
Si 0.799 -1.132 26.916 -0.016 0.005 0.001
Si 0.774 2.754 26.937 0.001 0.004 0.011
Si 0.8 -8.845 26.972 -0.007 -0.001 0.001
Si 0.806 -4.951 26.968 0.001 0.005 -0.008
Si 4.686 -1.104 27.167 0.002 -0.011 0.03
Si 4.756 2.797 27.163 -0.004 0.003 0.038
Si 4.67 -8.78 27.221 -0.002 0.01 0.035
Si 4.765 -4.918 27.208 0 0.008 0.013
Si 8.573 -1.059 27.013 0.005 0 0.001
Si 8.583 2.773 26.883 0.009 0.004 0.011
Si 8.59 -8.816 26.973 0.006 -0.006 -0.002
Si 8.559 -5.017 27.003 0.005 -0.006 0.006
Si 12.449 -1.098 27.187 0 0.007 0.033
Si 12.446 2.738 27.089 0.002 -0.002 0.024
Si 12.457 -8.875 27.198 -0.023 -0.01 0.022
Si 12.472 -5.007 27.201 -0.001 -0.004 0.026
Si 0.812 -3.027 28.367 0.004 -0.002 0.012
Si 0.817 0.815 28.332 0.003 -0.004 0.008
Si 0.808 4.685 28.36 0 0.001 0.005
Si 0.819 -6.899 28.359 0.005 0.002 0.01
Si 4.725 -3.001 28.539 0.001 0.005 -0.016
Si 4.708 0.849 28.489 -0.002 0.009 -0.022
Si 4.712 4.722 28.515 0.002 0.002 -0.029
Si 4.699 -6.855 28.539 -0.003 -0.015 -0.015
Si 8.571 -3.037 28.361 -0.003 0.001 0.009
Si 8.583 0.877 28.37 -0.003 -0.002 0.006
Si 8.572 4.69 28.332 -0.001 0 0.008
Si 8.588 -6.919 28.409 0 0.005 0.011
Si 12.446 -3.047 28.505 0 0 -0.019
Si 12.448 0.842 28.494 -0.002 -0.007 -0.026
Si 12.442 4.648 28.489 0.004 0.01 -0.023
Si 12.46 -6.935 28.527 -0.004 0.005 -0.025
Si 2.739 -3.033 29.798 0.002 0.002 0.006
Si 2.738 0.838 29.782 0.002 -0.001 0.009
Si 2.735 4.692 29.792 0.002 0.001 0.01
Si 2.729 -6.892 29.806 0.004 -0.002 0.009
Si 6.682 -3.027 29.817 -0.004 -0.003 0.008
Si 6.665 0.838 29.797 0 0.002 0.011
Si 6.677 4.703 29.798 -0.004 -0.002 0.01
Si 6.666 -6.905 29.817 -0.003 0.002 0.01
Si 10.481 -3.039 29.797 0.002 0.002 0.009
Si 10.49 0.844 29.8 0.003 0.002 0.007
Si 10.478 4.691 29.786 0 0 0.007
Si 10.498 -6.906 29.818 0.002 -0.002 0.007
Si -1.075 -3.031 29.812 -0.001 0 0.009
Si 14.401 0.834 29.798 0 0 0.007
Si -1.08 4.694 29.805 -0.004 -0.003 0.009
Si -1.061 -6.902 29.817 -0.003 -0.001 0.009
Si 0 1.934 2.05 -0.409 -0.039 -0.088
Si 0 5.801 2.05 -0.257 0.064 -0.126
Si 0 -5.801 2.05 -0.289 0.012 0.08
Si 0 -1.934 2.05 -0.212 -0.074 0.072
Si 3.867 1.934 2.05 0.388 -0.018 -0.102
Si 3.867 5.801 2.05 0.322 0.02 -0.131
Si 3.867 -5.801 2.05 0.221 0.024 -0.106
Si 3.867 -1.934 2.05 0.305 -0.067 -0.005
Si 7.734 1.934 2.05 -0.207 -0.013 0.061
Si 7.734 5.801 2.05 -0.304 0.023 -0.145
Si 7.734 -5.801 2.05 -0.326 0.004 -0.067
Si 7.734 -1.934 2.05 -0.236 -0.011 0.05
Si -3.867 1.934 2.05 0.108 -0.007 0.011
Si 11.602 5.801 2.05 0.249 0.08 -0.2
Si -3.867 -5.801 2.05 0.449 0.058 -0.156
Si -3.867 -1.934 2.05 0.195 -0.138 -0.059
Si -1.95 1.924 3.469 0.004 0.003 -0.001
Si -1.937 5.842 3.449 0.004 0.008 -0.004
Si -1.935 -5.797 3.492 0.002 0.003 0.001
Si -1.943 -1.981 3.466 0.006 -0.002 0.003
Si 1.934 1.923 3.331 -0.009 0.002 -0.002
Si 1.938 5.817 3.346 0.001 0 0.005
Si 1.937 -5.805 3.364 0.001 -0.004 -0.006
Si 1.943 -1.96 3.369 0.003 0.001 0.012
Si 5.805 1.935 3.48 -0.004 -0.005 0.001
Si 5.804 5.788 3.465 -0.002 0.008 -0.004
Si 5.79 -5.798 3.465 -0.007 0 -0.005
Si 5.803 -1.934 3.481 -0.007 -0.009 -0.001
Si 9.664 1.94 3.385 0 -0.005 0.012
Si 9.666 5.791 3.342 0.005 -0.01 0.017
Si 9.68 -5.786 3.33 0 0.004 0.008
Si 9.67 -1.923 3.37 0.007 -0.001 0.004
Si -1.992 -0.057 4.84 0.018 -0.004 -0.017
Si -1.986 3.915 4.805 -0.022 0.001 0.009
Si -1.894 -7.72 4.912 0.013 -0.007 0.003
Si -1.911 -3.888 4.944 -0.004 0.004 0.014
Si 1.954 -0.002 4.647 -0.009 -0.018 -0.015
Si 1.95 3.865 4.613 -0.007 0.02 -0.009
Si 1.957 -7.732 4.691 0.015 -0.009 0.016
Si 1.959 -3.898 4.718 -0.008 0.015 0.019
Si 5.803 0.003 4.896 -0.004 0.003 -0.003
Si 5.821 3.867 4.893 -0.009 0.001 0.003
Si 5.782 -7.741 4.847 -0.02 -0.005 0.009
Si 5.799 -3.877 4.889 0.075 0.005 0.021
Si 9.659 0 4.723 -0.001 0.005 -0.012
Si 9.639 3.888 4.705 0.005 0.011 -0.016
Si 9.727 -7.725 4.605 -0.01 -0.004 0.004
Si 9.691 -3.876 4.667 -0.007 0.006 0.008
Si 0.052 -0.092 6.013 -0.007 0.012 0.001
Si 0.054 3.951 5.973 -0.003 -0.011 0.002
Si 0.151 -7.692 6.2 -0.018 0.014 -0.011
Si 0.147 -3.934 6.235 -0.012 0.01 -0.024
Si 3.77 0.002 6.15 0.012 -0.005 0.001
Si 3.767 3.882 6.103 0.019 0.011 -0.002
Si 3.784 -7.771 6.176 0.01 -0.008 -0.044
Si 3.799 -3.889 6.204 -0.021 -0.035 0.001
Si 7.814 -0.015 6.211 0.013 0.004 0.017
Si 7.818 3.872 6.238 -0.001 -0.007 0.014
Si 7.854 -7.709 5.989 0.011 -0.002 0.01
Si 7.849 -3.911 6.117 -0.049 -0.013 -0.04
Si -3.971 -0.035 6.207 -0.02 0.002 0.023
Si -3.973 3.936 6.138 0.018 -0.006 -0.015
Si -3.945 -7.742 6.139 0.002 0.013 0.004
Si -3.975 -3.872 6.193 0.02 0.009 -0.01
Si 0.223 1.944 7.124 -0.043 -0.004 -0.036
Si 0.712 5.782 7.326 0.014 -0.001 0.001
Si 0.855 -5.828 7.552 0.009 -0.015 0.006
Si 0.717 -1.94 7.365 0.007 -0.01 -0.007
Si 3.312 1.982 7.409 0.034 -0.005 -0.008
Si 3.164 5.747 7.411 -0.003 -0.011 0.002
Si 3.254 -5.845 7.468 0 0.041 0.007
Si 3.153 -1.928 7.371 -0.007 0.012 0.011
Si 8.544 1.91 7.416 0.006 -0.002 -0.023
Si 8.459 5.921 7.286 0.003 0.007 -0.019
Si 8.452 -5.871 7.328 -0.022 0.002 0.036
Si 8.371 -1.996 7.407 0.021 0.017 0.006
Si -4.491 1.975 7.342 -0.004 -0.012 -0.012
Si -4.599 5.854 7.439 0 0.005 -0.004
Si -4.615 -5.844 7.362 -0.012 -0.007 -0.003
Si -4.683 -1.965 7.446 -0.014 -0.005 -0.004
Si 4.447 -1.661 9.313 0.03 0.013 0.01
Si 2.774 -4.967 31.17 -0.282 0.064 0.028
Si 2.774 -1.1 31.17 -0.212 0.046 -0.112
Si 2.774 2.767 31.17 -0.243 -0.053 -0.062
Si 2.774 -8.834 31.17 -0.234 -0.036 -0.099
Si 6.641 -4.967 31.17 0.22 0.006 0.064
Si 6.641 -1.1 31.17 0.268 0.089 0.041
Si 6.641 2.767 31.17 0.151 0.018 -0.024
Si 6.641 -8.834 31.17 0.211 -0.056 0.063
Si 10.508 -4.967 31.17 -0.146 0.009 0.033
Si 10.508 -1.1 31.17 -0.181 0.011 -0.09
Si 10.508 2.767 31.17 -0.18 0.042 0.013
Si 10.508 -8.834 31.17 -0.143 -0.132 -0.019
Si -1.093 -4.967 31.17 0.174 0.024 0.069
Si 14.375 -1.1 31.17 0.148 0.052 0.017
Si -1.093 2.767 31.17 0.222 -0.043 0.027
Si -1.093 -8.834 31.17 0.164 -0.058 0.036
Si 4.708 -4.967 32.537 0.002 -0.002 -0.059
Si 4.708 -1.1 32.537 -0.006 0.014 -0.062
Si 4.708 2.767 32.537 0.005 0.007 -0.058
Si 4.708 -8.834 32.537 0.021 -0.04 -0.061
Si 8.575 -4.967 32.537 -0.002 -0.008 0.055
Si 8.575 -1.1 32.537 -0.018 0.034 0.059
Si 8.575 2.767 32.537 0.009 -0.012 0.049
Si 8.575 -8.834 32.537 0.002 -0.021 0.045
Si -3.027 -4.967 32.537 -0.006 0.007 -0.038
Si 12.442 -1.1 32.537 0.021 0.007 -0.037
Si -3.027 2.767 32.537 -0.005 0.011 -0.04
Si -3.027 -8.834 32.537 -0.025 -0.019 -0.04
Si 0.84 -4.967 32.537 0.013 0.023 0.057
Si 0.84 -1.1 32.537 0.011 0.031 0.046
Si 0.84 2.767 32.537 -0.001 0.001 0.052
Si 0.84 -8.834 32.537 -0.003 -0.041 0.056
Si 4.708 -3.034 33.905 -0.003 -0.004 0.022
Si 4.708 0.833 33.905 0.004 -0.013 0.026
Si 4.708 4.701 33.905 -0.021 0.014 0.031
Si 4.708 -6.901 33.905 -0.001 0.008 0.021
Si 8.575 -3.034 33.905 0.011 -0.017 -0.031
Si 8.575 0.833 33.905 0.012 -0.004 -0.02
Si 8.575 4.701 33.905 -0.006 0.024 -0.029
Si 8.575 -6.901 33.905 0.008 0 -0.027
Si -3.027 -3.034 33.905 -0.006 -0.029 0.026
Si 12.442 0.833 33.905 -0.016 0.013 0.027
Si -3.027 4.701 33.905 0.025 0.031 0.016
Si -3.027 -6.901 33.905 -0.001 -0.022 0.015
Si 0.84 -3.034 33.905 -0.008 -0.018 -0.027
Si 0.84 0.833 33.905 -0.009 -0.007 -0.023
Si 0.84 4.701 33.905 0.004 -0.004 -0.016
Si 0.84 -6.901 33.905 -0.02 0.026 -0.029
Si 0 0 0.683 -0.144 0.024 0.005
Si 0 3.867 0.683 -0.159 0.005 -0.004
Si 0 7.734 0.683 -0.132 -0.02 -0.014
Si 0 -3.867 0.683 -0.121 0.003 -0.011
Si 3.867 0 0.683 0.143 0.013 0.001
Si 3.867 3.867 0.683 0.127 0.001 -0.008
Si 3.867 7.734 0.683 0.174 0.001 -0.021
Si 3.867 -3.867 0.683 0.155 -0.009 -0.02
Si 7.734 0 0.683 -0.127 -0.003 0.008
Si 7.734 3.867 0.683 -0.128 0.019 -0.001
Si 7.734 7.734 0.683 -0.143 -0.014 -0.016
Si 7.734 -3.867 0.683 -0.132 0 -0.005
Si -3.867 0 0.683 0.144 0.023 0.015
Si 11.602 3.867 0.683 0.183 0.002 -0.005
Si -3.867 7.734 0.683 0.087 -0.02 -0.019
Si -3.867 -3.867 0.683 0.115 0.004 -0.028
Si -1.077 -2.971 22.275 0.01 -0.006 0.007
Si -1.048 0.233 22.062 0.02 0.001 -0.014
Si -0.355 -10.237 21.462 -0.011 0.006 -0.004
Si -1.867 -7.557 21.406 0.006 -0.004 -0.005
Si 2.036 -2.995 22.303 0.02 0.019 0.02
Si 2.049 0.213 21.9 -0.002 0.002 0.015
Si 2.678 -9.884 21.73 0 0.008 0.006
Si 3.247 -6.828 21.658 0 -0.001 0.016
Si 8.563 -5.183 20.963 0.006 0.023 -0.003
Si 6.712 1.485 21.556 -0.002 -0.006 0.007
Si 6.466 -8.868 19.706 0.015 -0.007 -0.002
Si 6.187 -6.69 22.01 0 0.008 -0.001
Si 9.553 0.323 21.636 -0.01 -0.013 0.011
Si 10.004 -10.224 22.393 -0.011 -0.009 -0.038
Si 8.928 -2.67 22.413 -0.005 0.01 -0.016
Si 10.608 -7.255 22.274 0.004 0.004 -0.013
Si -3.822 2.565 9.531 -0.003 0.004 0.007
Si -3.689 5.609 9.65 0.021 -0.003 0.017
Si -3.024 -5.259 9.89 0.003 -0.005 0.003
Si -0.878 -1.237 9.982 -0.019 -0.003 -0.02
Si -1.071 1.739 9.825 -0.013 0.003 0.001
Si -0.744 -9.068 10.073 -0.021 0.005 0.004
Si -0.097 -6.005 9.74 -0.02 0.002 0.015
Si 0.529 -4.736 12.621 -0.005 0.001 0.001
Si 4.588 1.225 10.054 0.007 0.009 -0.01
Si 4.143 -9.59 9.571 0.03 -0.018 0.023
Si 4.345 -6.349 9.514 0.008 0.023 0.012
Si 8.681 2.704 10.336 0.005 0.009 -0.002
Si 7.211 5.543 10.018 0.001 -0.008 -0.001
Si 7.509 -5.677 9.475 0.011 0.006 -0.066
Si 7.303 -2.601 9.425 -0.016 0.007 0.007
Si -3.797 -2.156 9.617 0.022 -0.001 0.045
Si -3.583 0.296 14.378 0.004 0.002 -0.011
Si -0.789 -0.134 15.086 -0.013 -0.001 -0.011
Si -1.575 -5.574 14.697 -0.005 0.003 -0.004
Si 0.375 -1.757 12.546 -0.011 0.009 0.006
Si 3.133 -0.708 11.794 0.011 0 -0.005
Si 5.443 -11.704 17.071 0.001 0.004 -0.001
Si 4.674 2.872 14.104 0.008 -0.002 -0.003
Si 4.864 -5.755 12.285 -0.007 0.003 0
Si -5.09 -1.649 12.469 0.001 0.002 0.005
Si 6.626 1.777 12.157 0.002 -0.007 -0.006
Si 6.798 -3.787 13.434 0.01 0.009 -0.003
Si -0.041 3.917 11.746 -0.012 -0.001 0
Si 2.566 1.004 18.997 0.007 -0.003 -0.001
Si -4.557 -9.251 12.58 -0.002 0.005 -0.009
Si 0.362 -12.179 18.953 0.001 -0.005 0.001
Si 7.437 -1.125 12.248 0.01 0 0.01
Si -1.663 2.555 14.156 -0.007 0.002 -0.017
Si 8.915 -8.256 14.398 0.004 0.005 -0.001
Si 6.019 -3.651 16.386 0.009 0.006 -0.008
Si -2.171 1.899 19.573 0 -0.002 0
Si 2.897 -3.889 16.944 0.001 -0.001 -0.006
Si 1.348 -9.785 17.208 -0.001 0 -0.004
Si 6.573 -0.612 16.34 -0.001 -0.003 -0.006
Si -1.168 -4.922 19.867 -0.009 -0.006 -0.004
Si 7.04 -10.964 21.843 0.007 -0.003 0.002
Si 10.645 -9.854 17.334 0.005 -0.005 0.005
Si 1.993 -4.812 19.822 0.014 0.005 0.003
Si 9.509 0.11 16.334 0.003 -0.007 0.001
Si 3.709 -9.989 18.982 0.005 0.001 -0.007
Si 7.283 -7.522 11.916 -0.001 -0.013 0.002
Si 2.872 4.792 12.307 -0.003 -0.003 -0.008
Si 10.342 -6.901 16.632 -0.006 0.001 -0.006
Si -3.728 -6.228 12.715 0.004 0.01 -0.015
Si 10.542 1.324 18.965 -0.006 -0.002 0.003
Si 8.239 -5.019 17.883 0.003 -0.006 0.003
Si -5.562 -3.725 13.541 0.009 0.007 -0.015
Si 1.659 -0.967 16.743 0.003 0 0
Si 3.907 -0.021 14.62 0 -0.005 -0.001
Si 7.747 -9.535 17.068 -0.003 0.005 0.003
Si 2.678 -5.943 14.484 0.008 0.002 -0.002
Si -2.905 -4.603 17.153 0.001 0 0.003
Si 5.636 1.196 18.584 0.002 -0.003 0.005
Si 10.201 -2.968 16.691 0.001 -0.002 -0.008
Si 1.976 -8.883 14.561 0.003 0.004 0.002
Si 11.301 -11.459 19.806 -0.002 0.012 0.005
Si -2.914 5.209 14.958 -0.004 -0.007 0.002
Si -0.574 -8.276 15.58 -0.006 0.005 -0.002
O 0.478 -3.455 22.545 -0.015 0.006 0.01
O 0.505 0.743 21.91 0.012 -0.015 0.013
O -1.048 -10.894 22.797 0.017 -0.004 -0.028
O 1.085 -9.567 21.835 0.003 -0.004 0.01
O 3.444 -8.446 21.696 -0.002 -0.002 0.005
O -1.306 -7.124 22.887 0.007 -0.002 -0.016
O 4.901 -3.058 23.805 0.037 0.004 -0.015
O 2.866 0.989 23.057 -0.006 -0.011 -0.012
O 3.075 -10.827 22.983 -0.001 -0.004 -0.029
O 2.647 -6.446 23.133 -0.012 0 -0.015
O 10.34 -3.049 23.133 -0.013 0 0.001
O 7.624 -2.943 23.347 0.011 0.005 -0.006
O 8.333 1.386 21.529 -0.005 -0.001 0.009
O 6.144 0.611 22.81 0.01 0.01 -0.017
O 6.204 -10.16 22.987 0.004 0.001 -0.011
O 8.594 -11.054 22.337 0.008 0.005 0.013
O 9.835 -6.067 21.466 0.005 -0.011 0.015
O 10.605 0.776 22.799 -0.018 0 -0.029
O -1.022 1.965 8.212 0.003 -0.001 0.016
O -2.65 1.68 10.266 0.006 0.002 -0.003
O -2.357 -8.906 9.811 0.005 -0.004 -0.006
O 0.008 5.68 8.823 -0.005 0.001 0.005
O -1.561 -5.475 9.205 0.008 0.002 -0.001
O 0.105 -1.966 8.91 -0.015 0.013 0.024
O 1.713 1.936 7.85 0.007 -0.002 0.045
O 4.072 2.193 8.86 0.005 0.004 0.008
O 3.438 0.76 11.125 -0.007 -0.009 0.01
O 8.16 1.827 9.048 -0.012 0.003 0.024
O 5.649 5.218 9.664 -0.011 0.004 -0.011
O 7.842 -9.092 8.769 -0.016 0.002 0.023
O 5.911 -5.957 9.213 0.02 0 0.007
O 5.68 -2.725 9.125 0.001 -0.007 0.008
O -4.159 -5.983 8.97 0.015 0 0.006
O 11.582 -5.895 16.918 0.003 -0.002 0.006
O -4.751 -1.655 10.858 0.021 -0.006 -0.01
O -0.316 -1.022 13.805 -0.001 0.003 0.009
O 4.454 -3.437 16.76 0.002 -0.002 0.005
O -2.005 -9.026 15.509 0.001 0 0.006
O -0.877 2.263 18.654 -0.011 -0.001 0.016
O -1.323 -9.029 20.939 0.004 -0.002 0.008
O 2.55 -3.713 20.911 -0.003 -0.007 -0.002
O 1.86 -0.201 18.163 0.002 0.001 0
O 2.81 0.529 20.517 -0.015 -0.005 0.025
O 2.29 -6.303 20.45 -0.001 0.004 0.003
O 4.725 -6.15 21.479 0.002 0.001 0.002
O 6.789 -2.218 16.44 -0.008 -0.005 0.005
O 8.219 -5.506 19.422 -0.003 0.001 -0.001
O 6.349 -12.426 21.793 0.003 -0.001 0.006
O 6.701 -7.787 20.896 0 -0.004 0.005
O -5.345 -7.347 15.064 0.001 0 0.01
O 8.92 -6.219 17.029 0.006 -0.004 0.006
O -5.359 -3.545 15.163 0.002 -0.003 0.021
O 10.275 0.264 20.179 0.006 0.002 0
O 9.617 1.032 17.671 0 -0.009 -0.003
O -2.766 -12.182 20.211 0.002 -0.013 0.007
O 10.197 -12.623 19.473 0.001 -0.006 0.004
O 9.658 -8.608 22.309 -0.007 0.004 0.008
O -0.602 1.495 14.844 0.001 -0.003 0
O -2.882 -5.9 11.367 -0.009 -0.002 0.014
O -2.426 -1.263 9.484 -0.001 -0.025 0.005
O -0.145 -7.562 10.291 0.001 -0.004 -0.005
O 3.752 1.532 14.159 0 -0.005 0.005
O 5.148 -0.149 9.343 -0.01 -0.001 0.003
O 4.219 -7.965 9.778 -0.015 -0.008 0.004
O 3.281 5.202 10.789 -0.007 -0.005 0.007
O 2.61 -7.464 15.071 -0.004 -0.006 0.001
O 3.907 -5.639 10.951 -0.007 0.003 0.006
O 7.959 0.088 15.806 0.001 0.002 0.008
O 3.702 -1.863 10.772 -0.013 0.002 0.013
O 8.155 2.136 11.763 -0.004 -0.003 0.007
O 8.116 4.212 10.162 0 0 -0.003
O 7.325 -9.065 11.392 -0.001 0.014 0.007
O 5.917 -4.51 12.277 -0.002 -0.005 -0.002
O 7.981 -6.559 10.783 -0.004 0.004 0.01
O 6.511 0.185 12.419 0 0.007 0.001
O 7.514 -1.607 10.699 -0.003 -0.014 -0.016
O -0.992 3.285 12.885 -0.012 -0.008 0.022
O -3.912 -0.798 13.217 -0.005 -0.006 -0.002
O -3.145 4.066 9.516 0.006 0.006 0
O 2.134 -9.993 15.769 0.003 -0.003 0.006
O 0.358 -8.739 14.311 0.003 0 0.002
O 5.342 -0.243 15.347 0.005 0 0.008
O -0.491 5.448 11.374 0.006 -0.007 0.003
O 3.166 -10.658 20.376 0.001 -0.001 0.003
O -1.352 -6.47 20.323 0.001 0.01 0.007
O -4.941 0.676 15.197 -0.006 -0.003 0.016
O -2.014 -4.451 15.79 0.002 0 0.005
O -2.006 -4.731 18.49 -0.004 0.001 -0.002
O 8.91 -1.118 21.981 0.006 0.001 0.013
O 7.823 -4.099 9.852 -0.005 -0.003 0.016
O 4.224 -11.184 18.016 0.004 -0.001 0
O 0.401 -4.629 19.555 -0.001 0 0.008
O 1.498 3.925 12.267 0.015 0.005 0.004
O 1.698 2.374 19.044 -0.003 0.005 0.003
O 1.533 -5.779 13.344 0.003 0 0.005
O -0.015 -11.363 20.325 0.005 -0.003 0.003
O 1.527 -0.786 11.949 -0.004 -0.005 0.005
O 8.027 -7.371 13.359 0.003 -0.002 0.008
O 8.361 -4.186 13.274 -0.007 -0.001 0.005
O 6.207 2.536 17.835 -0.005 0.003 0.002
O 6.248 -0.116 17.853 -0.002 0 0.001
O 0.386 -5.096 11.032 0.004 0.003 0.001
O 11.548 -10.516 18.505 -0.006 -0.001 -0.003
O 5.718 -7.141 12.169 0.002 0.004 -0.001
O 4.82 -12.079 15.626 0.001 0.002 0.006
O 2.675 -0.388 15.612 0.001 -0.001 0.002
O 2.682 -9.307 13.173 -0.003 0 0.006
O -2.401 -0.355 15.33 0.017 0.003 0.007
O 5.682 2.115 10.864 -0.004 -0.003 0.004
O 4.899 -8.906 19.239 -0.003 -0.003 0.008
O 0.613 -11.149 17.715 0.005 0.009 0.002
O -2.789 -6.417 14.022 0.005 0.002 0.008
O 2.503 -4.897 15.719 0.002 0.001 0.005
O 9.971 -1.383 16.736 -0.003 0.016 0.003
O -0.696 -6.657 15.538 0.005 -0.005 0.005
O 7.36 -8.579 18.358 0.002 -0.002 0
O 7.279 -5.481 21.921 -0.006 -0.009 0.004
O -4.71 -4.975 12.968 0.002 -0.001 0
O -1.145 -1.392 21.816 0 0.003 0.003
O 6.908 -10.307 20.357 -0.006 0.013 -0.003
O -1.684 -3.892 21.045 -0.003 -0.005 -0.001
O 6.69 -2.183 13.226 -0.002 -0.004 0.003
O 6.165 2.568 13.494 -0.006 0.003 0.008
O 11.972 -7.599 21.426 0.002 0 0.01
O -4.456 -7.635 12.424 -0.001 -0.004 0.004
O 0.19 -8.651 16.979 0.001 0.001 0.005
O 1.063 -3.207 12.854 0.002 0.001 0
O 4.077 -5.723 13.696 -0.006 -0.002 0.003
O 6.705 -4.719 17.411 -0.001 0 0.005
O 3.804 -0.93 13.266 -0.004 0.007 0.005
O 2.747 -4.632 18.389 -0.003 0.002 0.003
O -4.605 5.678 11.031 -0.008 -0.001 0.008
O 8.869 -3.59 21.075 -0.001 -0.008 0.012
O -3.325 5.5 13.393 0.005 -0.005 0.01
O 10.66 -8.232 17.518 0 -0.001 0.001
O 6.206 -4.228 14.877 -0.006 0.005 0.017
O 10.852 -10.545 21.046 -0.013 0.001 0.025
O -1.86 0.905 20.817 0.001 0.013 0
O 9.1 -10.371 17.44 0.005 0 0.002
O -0.18 2.928 10.467 0.003 0.005 0.003
O -5.168 2.631 10.458 -0.005 -0.001 0.009
O 2.43 -9.237 18.298 -0.007 0.002 0.003
O 12.146 1.242 18.604 0.008 0.001 0.01
O 1.925 -2.572 16.909 0.001 0.001 0.005
O -0.772 -2.009 11.41 0.01 0 0.01
O 9.113 -3.666 17.674 -0.001 -0.002 0.002
O -0.405 0.306 10.191 -0.002 -0.005 -0.005
O -3.368 -3.684 9.995 -0.011 0.039 -0.004
O 4.028 1.27 18.352 -0.004 0.002 0.006
O -2.128 3.784 15.133 0.001 0.006 -0.007
O 11.218 -10.305 15.882 0.012 0 0.003
O 0.105 -0.663 16.334 -0.001 -0.001 0.001
O 9.562 -9.481 13.497 -0.002 0.004 0.005
O 2.066 -1.386 22.089 -0.002 0.012 -0.004
O 7.983 -8.753 15.648 -0.001 -0.004 0.008
O -2.982 1.674 13.719 0.014 0.016 0.009
O 6.518 -10.538 16.809 -0.005 -0.003 0.003
O 8.97 -0.83 12.714 -0.006 0.001 -0.003
O -0.87 -4.819 13.449 0.003 0 0.003
O 4.004 3.933 13.083 -0.006 0 0.001
O 11.681 -3.25 17.3 0.004 -0.001 0.008
O 6.045 1.033 20.147 -0.005 0.001 0.001

Results
free energy: -285397.971 eV
free energy less fixed offsets of O -568.88, Si -635.61 eV per atom: -13.971 eV

The program warned: the cutoff lies below the one the program advises for these potential files; the forces do not sum to zero within the program's tolerance; the exchange-correlation potential is rough where the density is thin.
